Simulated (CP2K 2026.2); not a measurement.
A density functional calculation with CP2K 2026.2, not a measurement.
Periodic cell of 534 atoms, Si358O176, from a study of silicon, its oxide and their interface. The atomic structure is a simulated model.
Doubt: the forces sum to 1.27 eV/angstrom along one axis rather than to zero, so they err by at least 0.0024 eV/angstrom per atom on average; the grid cutoff is modest.

Settings
functional: PBE
method: Gaussian and plane waves
basis set: DZVP-MOLOPT-SR-GTH
pseudopotentials: GTH-PBE
grid cutoff: 350 Ry, relative cutoff 50 Ry
k points: Gamma only
occupations: fixed
spin: none
net charge: 0

Cell vectors (angstrom)
a	16.32	0	0
b	0	16.32	0
c	-0.6718	-0.1023	35.298

Atoms and the computed forces on them: element, x, y, z (angstrom), force x, y, z (eV/angstrom)
Si	15.961	0.319	0.341	-0.068	-0.112	0.728
Si	2.592	2.576	0.138	-0.049	0.263	0.706
Si	15.946	5.819	0.18	-0.072	-0.282	0.753
Si	2.201	8.559	0.195	0.178	-0.427	0.695
Si	16.229	10.74	0.307	-0.119	0.138	0.748
Si	2.323	13.026	35.1	-0.305	0.244	0.737
Si	4.897	0.429	0.007	0.122	-0.308	0.756
Si	6.677	2.975	35.2	0.366	-0.12	0.821
Si	5.459	5.528	0.275	-0.173	0	0.564
Si	7.589	7.546	35.256	-0.061	0.277	0.74
Si	5.028	10.697	0.12	0.261	-0.016	0.611
Si	7.694	13.193	35.08	-0.28	0.045	0.759
Si	10.162	15.714	35.062	-0.116	0.37	0.793
Si	13.664	2.349	0.178	-0.066	0.165	0.814
Si	9.927	5.425	35.154	0.05	-0.24	0.756
Si	13.536	7.795	0.015	-0.023	0.243	0.72
Si	9.863	10.879	35.082	0.166	-0.174	0.769
Si	12.571	13.666	35.091	0.252	-0.208	0.772
Si	1.184	1.441	1.613	0.033	-0.006	0.004
Si	3.815	4.204	1.345	-0.016	-0.017	-0.043
Si	1.128	6.925	1.523	0.003	0.033	-0.039
Si	3.832	9.45	1.614	0.005	-0.001	0.009
Si	1.274	12.295	1.33	0.076	0.029	-0.025
Si	3.934	14.891	1.123	-0.03	0.008	-0.032
Si	6.46	1.479	1.394	-0.002	0.017	-0.038
Si	9.281	3.962	1.076	-0.024	-0.004	-0.049
Si	6.819	6.756	1.621	0.028	0.021	0.009
Si	9.351	9.414	1.119	0.028	-0.016	-0.032
Si	6.684	12.117	1.054	0.009	0.031	-0.014
Si	9.339	14.831	1.288	-0.009	-0.029	-0.05
Si	11.965	1.138	1.213	-0.013	-0.035	-0.039
Si	14.802	4.067	1.335	0.03	0.012	-0.037
Si	12.043	6.645	1.368	-0.025	-0.02	-0.062
Si	14.617	9.458	1.369	0.001	-0.027	-0.046
Si	12.072	12.185	1.15	-0.048	0.051	-0.048
Si	14.725	14.908	1.297	-0.024	-0.02	-0.059
Si	16.11	2.804	2.843	-0.043	0.022	0.034
Si	2.566	16.197	2.667	0.038	0.003	0.018
Si	16.03	8.225	2.82	0.001	0.019	0.052
Si	2.483	5.483	2.772	-0.01	-0.006	0.002
Si	16.148	13.605	2.648	0.016	-0.02	0.008
Si	2.504	10.925	2.83	-0.024	0.008	0.011
Si	5.143	2.805	2.776	0.002	0.013	0.023
Si	7.942	-0.007	2.555	-0.02	-0.005	-0.034
Si	5.299	8.093	2.821	-0.012	0.024	0.013
Si	8.126	5.267	2.767	0.017	-0.048	0.024
Si	5.345	13.55	2.497	-0.016	-0.021	-0.003
Si	7.991	10.783	2.53	-0.019	-0.017	-0.006
Si	10.628	2.601	2.511	0.031	0.06	-0.024
Si	13.33	16.207	2.684	0.022	0.002	0.039
Si	10.695	8.123	2.611	0.006	0.007	0.023
Si	13.401	5.335	2.739	0.024	-0.012	0.011
Si	10.728	13.507	2.636	0.004	-0.011	0.009
Si	13.326	10.875	2.663	0.006	0.004	-0.006
Si	1.16	4.126	4.167	0	-0.006	0.026
Si	3.862	1.305	4.055	-0.02	0.025	-0.018
Si	1.114	9.557	4.147	0.004	0.014	0.001
Si	3.9	6.76	4.136	-0.003	-0.006	0.012
Si	1.161	14.933	4.056	0.006	-0.013	0.003
Si	3.971	12.282	4.02	-0.005	0.016	-0.016
Si	6.624	4.042	4.111	-0.01	0.002	-0.01
Si	9.304	1.304	3.966	-0.002	-0.001	0.003
Si	6.652	9.53	4.048	0.001	0.021	-0.004
Si	9.402	6.751	4.053	-0.016	-0.011	-0.023
Si	6.62	14.925	3.938	0.003	-0.019	0.01
Si	9.326	12.144	3.952	0.014	0.023	-0.003
Si	11.984	3.954	3.986	-0.007	-0.014	-0.007
Si	14.708	1.316	4.034	-0.021	-0.006	-0.046
Si	12	9.494	4.026	-0.014	-0.023	0.003
Si	14.724	6.757	4.105	0.016	-0.009	-0.022
Si	12.023	14.868	4.065	0.012	-0.029	0
Si	14.768	12.21	3.992	0.011	0.014	-0.004
Si	-0.204	16.273	10.852	0.014	0.001	-0.001
Si	2.525	2.683	10.835	0.011	-0.004	-0.007
Si	-0.201	5.418	10.843	0.003	0.015	0
Si	2.529	8.151	10.856	-0.037	0.006	0.002
Si	-0.203	10.848	10.857	0.02	0.004	0.007
Si	2.539	13.574	10.84	-0.007	0.006	-0.008
Si	5.256	16.285	10.845	-0.006	-0.016	-0.003
Si	7.95	2.679	10.855	-0.001	0.012	0.002
Si	5.254	5.415	10.861	-0.005	-0.006	0.008
Si	7.967	8.135	10.857	0.013	-0.018	-0.005
Si	5.251	10.868	10.87	-0.003	0.002	0.005
Si	7.96	13.557	10.86	-0.008	-0.005	-0.009
Si	10.66	16.272	10.856	0.001	0.018	-0.005
Si	13.376	2.676	10.86	0.004	-0.003	0.005
Si	10.665	5.4	10.848	0	-0.004	-0.004
Si	13.388	8.124	10.843	0.004	-0.01	-0.002
Si	10.674	10.849	10.859	-0.005	-0.009	-0.003
Si	13.389	13.549	10.86	0.002	0.007	0.001
Si	1.18	1.308	12.191	-0.012	0.013	0.005
Si	3.881	4.042	12.202	-0.035	-0.014	0.004
Si	1.153	6.789	12.2	0.013	-0.014	-0.002
Si	3.889	9.511	12.231	0.003	-0.005	0.003
Si	1.179	12.21	12.191	0.003	0.009	-0.001
Si	3.915	14.916	12.201	-0.001	0.015	-0.002
Si	6.597	1.322	12.226	-0.011	0.003	0.003
Si	9.303	4.05	12.212	0.009	-0.001	-0.001
Si	6.62	6.777	12.228	0.003	0.022	0.011
Si	9.314	9.502	12.227	0.006	0.008	0
Si	6.612	12.215	12.25	0.001	0.003	0.012
Si	9.308	14.911	12.231	-0.003	0	-0.003
Si	12	1.321	12.222	-0.003	-0.012	0.011
Si	14.748	4.058	12.189	0.022	0.01	0.007
Si	12.012	6.779	12.195	0.007	-0.015	-0.005
Si	14.748	9.474	12.207	-0.013	-0.017	0.001
Si	12.031	12.191	12.238	0.009	-0.006	0.003
Si	14.757	14.904	12.214	0.002	-0.003	0.003
Si	-0.192	2.684	13.509	0.001	-0.008	0.005
Si	2.567	16.275	13.548	-0.005	-0.021	0
Si	-0.214	8.127	13.58	0.015	-0.001	0.013
Si	2.522	5.429	13.536	0.005	0.006	-0.001
Si	-0.184	13.534	13.562	0.014	0.008	0.001
Si	2.536	10.891	13.591	-0.021	0.007	0.005
Si	5.23	2.683	13.583	0.003	0.02	0.001
Si	7.945	16.27	13.595	0.009	-0.003	0.004
Si	5.278	8.166	13.581	-0.011	-0.007	0.007
Si	7.977	5.415	13.601	-0.001	-0.012	0.001
Si	5.254	13.583	13.61	0.001	0.01	0.002
Si	7.973	10.856	13.617	0.01	-0.007	0.003
Si	10.629	2.686	13.588	-0.009	0.01	0.002
Si	13.361	16.253	13.549	0.009	0.01	-0.005
Si	10.671	8.139	13.578	-0.004	0	-0.001
Si	13.369	5.423	13.536	-0.004	0.004	0.001
Si	10.652	13.54	13.602	-0.001	0	0.002
Si	13.385	10.804	13.589	0.003	0.001	0
Si	1.15	4.06	14.866	0.003	0.005	-0.021
Si	3.895	1.302	14.958	0.008	-0.014	0.012
Si	1.158	9.517	14.91	-0.01	0.004	-0.004
Si	3.919	6.77	14.881	-0.019	-0.004	-0.013
Si	1.225	14.888	14.879	-0.009	-0.013	-0.006
Si	3.909	12.235	14.991	0.002	-0.014	0.007
Si	6.604	4.039	14.935	-0.003	-0.006	-0.015
Si	9.274	1.315	14.966	-0.002	0.036	0.005
Si	6.614	9.526	14.997	-0.016	-0.007	-0.007
Si	9.318	6.815	14.965	0.008	-0.003	0.007
Si	6.599	14.936	15.002	-0.001	-0.003	0.002
Si	9.313	12.198	15.021	-0.001	-0.008	0.006
Si	11.996	4.087	14.896	-0.015	0.008	-0.008
Si	14.74	1.326	14.829	0.015	-0.011	-0.018
Si	12.008	9.47	14.985	0.015	0.008	0.005
Si	14.698	6.774	14.924	-0.006	-0.012	0.001
Si	12.022	14.887	14.945	0.018	0.015	0.007
Si	14.788	12.139	14.913	0.012	0.006	-0.013
Si	-0.177	-0.045	16.102	-0.026	0.023	-0.02
Si	2.53	2.735	16.225	-0.019	-0.004	0.036
Si	-0.293	5.342	16.212	0.005	-0.013	0.018
Si	2.575	8.164	16.18	0.031	0.007	-0.011
Si	-0.201	10.808	16.35	-0.01	-0.026	0.003
Si	2.545	13.585	16.361	-0.024	0.03	-0.009
Si	5.257	-0.025	16.397	-0.008	0.023	0.023
Si	7.876	2.646	16.346	-0.03	-0.023	0.021
Si	5.278	5.44	16.272	0.012	0.003	-0.015
Si	7.96	8.16	16.367	-0.001	0.009	-0.009
Si	5.287	10.911	16.386	-0.008	0.014	0.024
Si	7.933	13.562	16.385	-0.006	-0.025	-0.011
Si	10.659	16.271	16.296	0.003	-0.006	-0.02
Si	13.358	2.68	16.167	0.025	-0.01	-0.018
Si	10.698	5.471	16.31	0.02	-0.007	0.016
Si	13.379	8.131	16.36	0.013	-0.012	0.007
Si	10.66	10.809	16.393	-0.015	0.005	0.01
Si	13.405	13.466	16.237	0.019	-0.005	0.006
Si	1.054	1.392	17.454	-0.043	-0.007	-0.035
Si	3.953	4.053	17.593	-0.01	-0.024	-0.035
Si	1.129	6.782	17.357	0.004	0.011	-0.065
Si	3.931	9.459	17.631	0.004	-0.021	-0.065
Si	1.208	12.151	17.68	0.02	0.018	-0.009
Si	3.867	14.976	17.775	0.025	0.014	-0.009
Si	6.544	1.334	17.87	0.034	0.022	-0.008
Si	9.284	4.075	17.544	-0.01	-0.001	-0.009
Si	6.599	6.785	17.704	-0.014	0.012	-0.001
Si	9.251	9.511	17.816	-0.001	0.015	0.008
Si	6.583	12.293	17.872	-0.012	0.01	0.001
Si	9.317	14.93	17.691	-0.027	-0.013	0.011
Si	12.074	1.327	17.56	0.017	0	-0.01
Si	14.629	3.983	17.61	0.007	0.01	-0.017
Si	12.042	6.799	17.781	-0.018	-0.03	-0.007
Si	14.754	9.453	17.762	-0.01	0.01	-0.001
Si	12.124	12.109	17.703	0.052	-0.015	-0.037
Si	14.861	14.85	17.416	0.024	-0.016	-0.041
Si	15.95	2.564	18.924	-0.022	-0.03	0.063
Si	2.45	0.221	18.856	0.052	0.011	0.01
Si	-0.12	7.98	18.89	-0.029	0.007	0.071
Si	2.459	5.453	18.664	-0.011	-0.024	0.03
Si	-0.151	13.587	18.914	-0.011	0.012	0.063
Si	2.573	10.758	19.018	0.012	0.006	0.038
Si	5.14	2.814	19.24	0.073	-0.039	0.034
Si	8.036	16.243	19.177	-0.05	0.029	0.02
Si	5.271	8.153	19.088	0.017	0.039	0.033
Si	7.971	5.394	18.996	0.033	-0.013	0.062
Si	5.169	13.656	19.297	-0.016	-0.044	0.03
Si	7.939	10.91	19.285	0.008	0.024	0.021
Si	10.7	2.744	18.823	0.013	0.012	0.052
Si	13.51	16.192	18.712	0.018	0.036	0.049
Si	10.619	8.131	19.171	0.012	-0.006	0.03
Si	13.399	5.34	19.104	-0.013	0.022	0.051
Si	10.735	13.546	18.931	0.01	-0.006	0.018
Si	13.441	10.778	19.248	-0.004	0.018	0.066
Si	1.058	4.086	19.903	-0.009	-0.053	-0.54
Si	3.21	1.918	20.342	0.27	-0.028	-0.736
Si	1.413	9.113	20.236	-0.049	0.116	-0.701
Si	3.573	6.901	20.088	0.089	0.039	-0.657
Si	1.05	15.227	20.096	-0.024	-0.129	-0.672
Si	4.065	11.851	20.476	-0.019	0.254	-0.715
Si	6.962	3.852	20.441	-0.486	0.305	-0.564
Si	9.257	1.636	20.258	0.192	-0.33	-0.702
Si	6.364	9.673	20.606	0.181	-0.118	-0.692
Si	9.452	6.483	20.424	-0.087	0.275	-0.739
Si	6.512	15.154	20.629	0.036	-0.101	-0.798
Si	9.677	12.117	20.415	-0.363	-0.005	-0.764
Si	11.689	4.247	20.32	0.27	-0.032	-0.8
Si	14.961	0.819	20.27	-0.057	0.318	-0.769
Si	11.718	9.683	20.563	0.358	-0.185	-0.791
Si	15.241	6.295	20.22	-0.179	0.02	-0.723
Si	12.353	14.74	20.08	-0.177	0.027	-0.696
Si	14.592	12.562	20.326	0.127	-0.251	-0.744
Si	14.28	0.198	26.574	-0.077	0.024	-0.013
Si	4.927	0.948	22.485	0.023	-0.071	-0.164
Si	-0.326	0.38	29.209	-0.004	-0.056	0.148
Si	15.702	9.156	29.304	0.084	0.102	0.091
Si	-0.35	12.479	23.188	-0.002	0.071	-0.252
Si	2.422	13.614	22.392	-0.058	-0.089	-0.152
Si	4.299	15.077	24.494	-0.045	-0.005	-0.125
Si	11.146	2.376	22.574	0.032	0.026	-0.306
Si	1.56	6.08	24.185	-0.011	0.101	0.004
Si	8.115	8.09	22.774	-0.088	-0.078	-0.107
Si	0.49	9.666	23.134	0.005	-0.129	-0.126
Si	8.405	13.789	22.716	0.027	0.058	-0.112
Si	9.161	15.988	24.779	-0.049	-0.028	-0.2
Si	8.822	3.877	27.641	0.16	-0.057	-0.057
Si	5.463	9.861	25.83	0.067	0.018	-0.073
Si	11.542	8.04	26.085	-0.043	-0.071	-0.148
Si	10.993	9.042	23.392	0.095	-0.13	-0.18
Si	13.96	14.411	24.606	0.014	-0.051	-0.202
Si	6.256	4.361	26.217	0.005	-0.028	-0.204
Si	3.147	8.385	24.266	-0.032	-0.1	0.034
Si	15.418	7.174	23.025	-0.011	0.028	-0.116
Si	1.299	2.037	27.699	0.06	-0.039	-0.036
Si	6.776	14.412	26.033	-0.063	-0.092	-0.173
Si	4.003	5.911	22.845	-0.006	0.126	-0.139
Si	6.152	3.797	23.309	0.124	-0.056	-0.174
Si	7.734	11.854	25.146	-0.004	-0.043	-0.084
Si	10.686	10.746	25.65	-0.085	0.104	-0.157
Si	1.537	7.2	30.201	0.009	-0.035	0
Si	10.002	2.525	25.177	-0.052	-0.15	-0.043
Si	9.352	1.074	29.061	0.038	0.039	-0.075
Si	13.241	3.38	29.288	0.006	0.154	-0.036
Si	7.156	7.298	25.796	0.116	0.002	-0.233
Si	11.996	13.224	26.762	0.062	0.114	0.129
Si	12.32	13.635	29.717	0.079	0.026	0.015
Si	12.909	0.108	22.395	0.067	0.04	-0.233
Si	14.943	2.967	26.644	0.022	0.065	-0.029
Si	3.348	16.207	27.13	0.006	-0.038	-0.005
Si	15.375	5.647	25.377	0.041	0.027	-0.075
Si	2.702	4.817	31.127	0.077	0.13	0.028
Si	14.675	12.525	33.238	-0.137	0.037	0.052
Si	0.033	11.179	31.35	-0.054	-0.076	0.158
Si	4.162	2.591	27.694	0.131	0.065	0.022
Si	5.897	1.071	32.929	-0.149	0.079	0.265
Si	9.554	6.804	27.918	-0.14	0.148	0.063
Si	5.199	14.442	28.603	-0.177	-0.11	0.002
Si	3.962	10.706	31.213	-0.076	0.031	0.036
Si	11.475	1.821	30.857	0.136	0.094	0.14
Si	14.442	4.461	31.664	0.006	0.09	0.25
Si	5.035	11.216	28.568	0.037	-0.043	0.16
Si	13.376	6.245	29.677	-0.047	-0.052	0.142
Si	7.73	14.997	29.885	0.028	-0.063	0.162
Si	-0.37	15.294	33.07	0.001	-0.09	-0.078
Si	0.718	4.352	33.301	0.109	-0.04	0.168
Si	3.856	1.954	30.646	0.055	-0.038	0.135
Si	1.608	8.963	32.522	-0.048	0.101	0.297
Si	4.369	7.205	30.759	0.036	-0.115	0.06
Si	14.439	7.834	27.173	-0.033	0.087	-0.032
Si	2.457	13.09	32.005	-0.032	-0.139	0.28
Si	5.022	7.92	33.788	0.013	-0.064	0.272
Si	8.067	15.257	32.802	0.119	-0.048	0.403
Si	6.334	9.322	30.346	-0.128	-0.003	-0.056
Si	12.87	8.938	30.442	0.005	0.07	0.027
Si	9.885	13.485	28.533	-0.002	-0.006	0.07
Si	9.363	8.686	30.615	0.092	-0.144	-0.06
Si	11.833	3.892	33.117	-0.015	0.171	0.197
Si	11.235	0.408	26.645	-0.009	0.085	-0.043
Si	11.125	11.041	29.722	0.045	0.046	-0.006
Si	11.198	8.968	32.901	-0.044	-0.004	0.256
Si	13.714	16.053	31.193	-0.024	-0.071	0.025
Si	1.839	15.735	30.862	-0.012	0.039	0.132
O	-0.042	15.974	34.482	0.345	-0.149	0.146
O	14.206	1.264	34.987	0.078	-0.05	-0.508
O	1.117	3.016	34.124	-0.092	-0.108	-0.171
O	3.014	1.369	34.939	-0.219	-0.223	-0.276
O	14.115	6.716	34.876	0.131	-0.184	-0.667
O	0.019	5.407	34.288	0.304	0.451	-0.105
O	4.532	7.707	32.284	-0.087	0.262	-0.011
O	2.067	8.355	33.952	0.418	-0.298	-0.215
O	14.938	11.344	34.292	-0.315	-0.067	-0.181
O	0.308	9.492	35.211	-0.068	0.034	-0.23
O	2.154	13.525	33.548	0.017	0.133	-0.394
O	1.187	12.305	31.385	-0.084	0.315	-0.131
O	5.003	1.749	31.77	0.107	0.478	-0.169
O	4.967	0.12	33.868	0.01	-0.352	-0.154
O	6.719	2.202	33.763	0.455	0.002	-0.325
O	5.72	4.272	34.855	-0.093	-0.054	-0.389
O	7.793	8.934	30.876	0.052	-0.204	0.455
O	4.323	6.657	34.577	-0.385	0.049	-0.053
O	8.782	6.536	34.731	-0.033	0.005	-0.26
O	6.644	7.803	33.945	0.339	0.137	-0.37
O	3.783	12.165	31.891	0.588	0.138	0.053
O	3.284	11.711	34.868	-0.127	-0.048	-0.447
O	8.784	12.04	34.623	-0.095	0.116	-0.592
O	7.387	14.094	33.736	-0.46	0	-0.457
O	9.313	15.913	33.653	-0.014	0.169	-0.542
O	11.4	14.722	34.648	0.084	-0.089	-0.217
O	-0.44	4.031	32.228	-0.051	-0.305	-0.535
O	12.196	2.739	34.164	-0.392	-0.407	-0.347
O	12.213	9.89	29.284	0.011	-0.197	-0.424
O	10.736	4.882	33.813	0.117	0.199	-0.587
O	11.976	8.047	33.986	-0.153	-0.012	-0.339
O	10.088	8.156	31.998	-0.087	-0.571	0.257
O	10.511	10.192	33.734	-0.166	0.077	-0.589
O	10.001	10.177	30.493	-0.276	0.362	0.257
O	0.831	15.81	32.137	0.139	0.135	-0.106
O	13.222	13.124	33.671	-0.265	0.072	-0.467
O	2.124	3.11	20.714	0.148	-0.1	0.562
O	0.017	5.131	20.669	0.15	-0.077	0.151
O	4.693	0.184	23.866	0.155	0.305	0.4
O	3.501	1.248	21.797	-0.483	-0.312	0.386
O	1.978	9.298	23.637	0.288	0.136	0.117
O	0.061	11.059	23.799	-0.071	0.012	0.911
O	2.522	7.997	20.739	-0.158	0.176	0.376
O	0.616	9.732	21.515	-0.357	0.034	0.127
O	2.09	14.667	21.219	0.256	0.074	-0.018
O	-0.128	16.163	20.752	-0.083	0.149	0.221
O	3.139	12.308	21.749	-0.025	-0.277	0.323
O	1.019	13.322	23.109	-0.145	0.281	0.498
O	6.987	4.335	22.018	0.151	0.564	0.23
O	7.97	2.588	20.492	-0.289	-0.28	-0.156
O	9.384	3.66	26.133	-0.247	0.482	-0.396
O	10.006	1.603	21.709	0.022	-0.177	0.379
O	5.2	10.775	21.024	0.083	0	0.176
O	6.982	8.957	21.962	-0.219	-0.202	0.541
O	8.64	6.909	21.784	-0.138	-0.301	0.361
O	7.584	7.53	24.216	0.007	-0.237	0.032
O	7.145	14.226	21.805	-0.08	-0.452	0.044
O	5.773	0.072	21.408	0.107	0.312	0.06
O	9.443	13.034	21.742	0.357	0.084	0.13
O	10.72	10.944	20.865	0.036	0.032	0.261
O	12.041	3.369	21.654	0.476	-0.108	0.282
O	10.51	3.207	23.803	-0.065	0.702	0.198
O	14.344	1.671	25.895	-0.156	0.065	-0.606
O	14.082	0.957	21.642	0.04	0.357	0.254
O	11.325	7.847	24.466	0.321	-0.664	-0.241
O	11.914	8.982	22.048	0.28	-0.488	0.409
O	14.734	7.043	21.58	-0.55	0.415	0.162
O	9.405	5.233	28.314	0.202	-0.091	0.619
O	11.913	15.704	21.327	-0.493	0.093	0.357
O	10.619	15.802	25.454	0.468	-0.319	-0.237
O	15.332	12.223	21.728	-0.071	-0.22	0.032
O	13.422	13.649	20.684	-0.048	-0.099	0.261
O	14.799	15.42	25.53	0.743	-0.091	-0.138
O	0.224	2.737	26.72	0.371	0.101	-0.209
O	6.748	3.649	24.818	0.438	-0.097	-0.027
O	0.484	1.788	29.087	-0.195	0.426	0.599
O	4.062	7.487	23.251	0.44	0.365	-0.207
O	11.232	1.912	26.048	0.527	0.211	-0.044
O	2.321	7.223	25.08	0.002	0.141	0.441
O	2.637	5.222	23.369	-0.288	-0.797	0.102
O	14.902	13.207	24.131	0	-0.273	0.262
O	15.541	8.71	23.509	-0.499	0.175	0.239
O	3.469	14.227	23.428	0.138	-0.253	0.057
O	3.397	15.283	25.812	-0.315	-0.158	0.106
O	5.632	2.349	22.831	-0.014	-0.1	0.137
O	1.867	0.559	27.26	-0.402	-0.352	-0.029
O	5.091	4.98	23.532	-0.079	0.055	0.658
O	4.164	9.388	24.993	-0.062	0.139	-0.199
O	0.465	7.937	29.258	-0.024	-0.289	-0.415
O	14.592	4.361	25.916	-0.512	-0.069	0.103
O	9.412	9.023	23.02	0.036	0.54	0.239
O	6.54	10.763	24.997	-0.025	-0.078	-0.493
O	14.64	6.179	24.03	-0.587	-0.225	-0.09
O	0.661	6.735	22.999	0.331	-0.028	-0.219
O	9.07	15.111	23.402	0.357	0.354	-0.327
O	7.904	12.686	23.774	-0.348	-0.22	-0.184
O	8.999	1.297	24.717	-0.613	0.071	-0.295
O	9.038	2.58	28.567	0.095	0.003	0.378
O	14.056	3.249	30.677	0.051	-0.714	0.184
O	12.07	1.211	23.213	-0.23	-0.069	0.586
O	6.259	8.541	26.299	0.018	-0.172	0.437
O	10.604	5.378	20.817	-0.102	0.06	0.495
O	13.131	8.198	26.318	0.048	0.076	-0.446
O	10.964	6.917	27.097	0.267	-0.651	-0.013
O	11.762	11.688	26.36	0.289	-0.342	0.297
O	11.239	10.452	24.149	0.429	0.589	-0.116
O	13.453	15.262	23.342	0.021	-0.279	-0.034
O	12.736	13.861	25.493	-0.271	0.06	-0.019
O	2.586	3	27.798	-0.036	0.422	0.054
O	4.863	3.749	26.806	-0.506	0.191	0.201
O	4.614	2.27	29.234	0.638	0.18	-0.089
O	0.587	5.193	25.097	0.237	-0.524	0.21
O	15.478	6.96	26.312	0.498	0.372	-0.14
O	7.325	12.916	26.294	-0.047	0.03	0.618
O	0.026	10.543	29.848	0.259	0.23	-0.669
O	0.798	15.599	29.619	-0.019	-0.432	-0.23
O	5.681	14.32	24.839	0.104	-0.437	-0.318
O	6.055	14.962	27.34	-0.081	0.563	0.134
O	7.96	15.44	25.699	-0.12	0.26	0.227
O	4.167	5.895	21.243	0.522	-0.501	0.136
O	6.248	5.96	25.941	-0.666	0.105	0.048
O	7.24	4.057	27.448	-0.398	0.14	0.469
O	5.058	12.832	28.578	0.074	0.125	0.247
O	9.15	11.228	25.579	-0.168	-0.034	0.381
O	10.709	9.366	26.488	-0.214	-0.094	0.307
O	3.827	10.803	29.587	-0.384	-0.193	-0.402
O	3.057	7.725	29.946	0.23	0.486	-0.643
O	8.045	0.165	29.321	-0.592	0.331	-0.426
O	8.372	13.915	28.829	-0.254	-0.05	-0.068
O	11.257	3.111	31.821	-0.347	0.181	-0.213
O	10.059	1.152	30.516	-0.434	-0.144	0.518
O	12.62	4.883	29.227	-0.584	-0.007	-0.434
O	12.049	2.306	29.403	-0.384	-0.314	-0.653
O	14.09	6.844	28.387	0.082	-0.258	0.062
O	8.405	7.199	26.827	0.15	0.31	-0.004
O	12.833	13.367	28.169	0.387	-0.235	-0.219
O	14.785	0.48	30.256	0.132	0.628	0.066
O	12.059	12.187	30.441	0.471	-0.173	0.543
O	10.836	14.285	29.593	-0.318	0.479	0.13
O	15.294	0.049	27.804	0.021	-0.221	-0.15
O	12.735	-0.052	27.027	-0.033	-0.476	0.137
O	14.235	3.046	28.088	0.282	0.058	-0.011
O	2.059	4.95	32.623	0.318	0.151	0.343
O	2.846	0.674	30.68	-0.164	0.002	0.085
O	3.793	15.27	28.414	-0.295	0.106	0.405
O	15.114	9.18	27.79	-0.063	0.571	-0.249
O	14.479	8.912	30.348	-0.038	0.06	0.533
O	4.339	1.165	26.935	0.421	0.064	-0.552
O	1.622	5.571	30.136	-0.351	-0.273	-0.383
O	-0.533	13.7	33.338	0.218	-0.212	0.303
O	14.921	11.854	31.769	-0.274	0.018	-0.437
O	1.163	7.648	31.707	-0.144	-0.436	0.08
O	0.378	10.024	32.451	-0.15	-0.067	0.481
O	4.134	5.59	30.911	0.496	-0.284	-0.195
O	2.919	3.248	30.912	-0.485	-0.252	-0.231
O	7.028	0.091	32.367	0.151	-0.096	-0.244
O	8.41	14.661	31.332	0.437	-0.291	-0.233
O	6.355	10.394	29.111	0.368	-0.096	-0.198
O	9.521	7.733	29.28	0.172	-0.062	0.091
O	2.721	14.403	31.102	0.517	0.053	-0.415
O	2.827	9.758	31.832	0.038	0.075	0.104
O	4.702	9.44	34.297	0.07	-0.07	-0.15
O	5.451	10.105	31.484	0.125	0.171	0.756
O	13.232	4.646	32.75	0.086	0.681	0.029
O	10.491	13.814	27.059	-0.31	0.257	-0.375
O	10.277	0.347	27.946	-0.157	-0.376	0.289
O	12.454	0.694	31.487	-0.038	-0.193	0.516
O	6.107	14.819	29.9	-0.197	-0.101	0.575
O	4.845	10.716	27.052	-0.432	0.186	-0.079
O	14.49	5.833	30.795	0.303	0.549	0.067
O	12.386	7.388	30.261	-0.566	-0.132	0.192
O	13.285	14.625	30.532	0.003	-0.378	0.042
O	12.363	9.484	31.883	0.413	0.55	0
O	10.192	11.883	28.687	-0.518	-0.16	-0.403
O	14.483	15.757	32.573	-0.249	0.108	0.194
O	5.618	7.884	29.975	0.336	-0.143	-0.264
Si	16.108	16.3	5.397	-0.011	0.009	-0.005
Si	2.509	2.673	5.436	-0.004	-0.008	0.005
Si	16.098	5.45	5.496	0.002	-0.004	0.013
Si	2.517	8.158	5.44	0	0.001	-0.016
Si	16.076	10.899	5.46	0.01	-0.001	0.024
Si	2.553	13.586	5.395	-0.015	-0.006	0.001
Si	5.269	16.271	5.366	0.002	0.006	-0.01
Si	7.972	2.637	5.405	0	0.001	-0.011
Si	5.268	5.405	5.47	-0.01	-0.012	0.013
Si	7.991	8.116	5.387	-0.011	-0.007	-0.015
Si	5.285	10.89	5.399	-0.018	0.001	0.012
Si	7.976	13.552	5.314	0.022	-0.002	-0.009
Si	10.656	16.271	5.366	0.004	-0.002	0
Si	13.348	2.649	5.403	0.004	0.011	0.003
Si	10.721	5.373	5.405	0.015	0.011	-0.004
Si	13.359	8.139	5.416	0.022	0.016	-0.007
Si	10.65	10.833	5.395	-0.005	0.003	0.005
Si	13.415	13.544	5.401	0.004	-0.001	-0.005
Si	1.134	1.331	6.785	-0.008	0.012	0.004
Si	3.893	4.024	6.79	0.024	-0.009	-0.008
Si	1.167	6.8	6.82	-0.016	0.003	-0.004
Si	3.904	9.523	6.762	-0.01	0.003	0
Si	1.178	12.237	6.772	-0.01	-0.005	0
Si	3.896	14.946	6.757	-0.01	0.003	-0.004
Si	6.614	1.289	6.764	0.015	-0.006	0.013
Si	9.321	4.033	6.753	-0.011	-0.006	-0.005
Si	6.619	6.794	6.787	-0.016	-0.004	0.001
Si	9.319	9.475	6.774	0.001	0.002	-0.001
Si	6.635	12.236	6.753	-0.016	0.008	-0.001
Si	9.309	14.906	6.724	0.008	0.003	0.003
Si	12.006	1.295	6.769	-0.006	-0.001	-0.008
Si	14.722	4.028	6.771	-0.002	0.008	-0.006
Si	12.042	6.75	6.784	0.005	-0.01	-0.003
Si	14.728	9.498	6.782	0.011	0.001	-0.003
Si	12.033	12.191	6.749	0.023	-0.011	0.006
Si	14.761	14.921	6.763	0.004	-0.009	-0.007
Si	16.092	2.685	8.142	-0.005	-0.01	-0.004
Si	2.523	16.293	8.122	-0.004	0.01	-0.001
Si	16.109	8.155	8.148	0.01	0.004	0.007
Si	2.533	5.407	8.144	-0.011	-0.003	-0.013
Si	16.127	13.578	8.136	0.022	0.024	-0.003
Si	2.53	10.864	8.129	-0.007	-0.001	-0.002
Si	5.26	2.665	8.13	-0.026	-0.001	0
Si	7.968	16.256	8.12	-0.015	-0.01	-0.006
Si	5.249	8.154	8.138	0.007	0	-0.007
Si	7.967	5.402	8.124	0	0.01	-0.002
Si	5.255	13.578	8.114	0.008	0.005	0.003
Si	7.966	10.854	8.125	0.006	-0.008	0.002
Si	10.665	2.673	8.13	0.014	-0.001	-0.002
Si	13.386	16.269	8.128	0.005	0.002	0.003
Si	10.675	8.116	8.133	-0.005	-0.015	0
Si	13.394	5.396	8.146	0.026	0.009	-0.004
Si	10.676	13.563	8.106	-0.006	0.007	-0.011
Si	13.376	10.849	8.141	-0.01	-0.02	0.001
Si	1.153	4.048	9.487	-0.012	-0.004	0
Si	3.889	1.32	9.486	-0.001	0.004	0.004
Si	1.165	9.507	9.494	-0.001	-0.009	-0.004
Si	3.892	6.779	9.5	0.001	0.003	0.003
Si	1.169	14.933	9.49	-0.003	-0.003	-0.003
Si	3.901	12.217	9.483	-0.013	0.004	0
Si	6.604	4.045	9.489	0.002	-0.011	-0.001
Si	9.306	1.312	9.49	-0.004	-0.008	0.001
Si	6.606	9.507	9.504	-0.022	0.007	0.014
Si	9.314	6.764	9.492	0.002	-0.002	-0.005
Si	6.61	14.918	9.492	0.003	0.018	0.007
Si	9.325	12.209	9.487	0.011	-0.001	0.001
Si	12.024	4.034	9.493	-0.008	0.02	-0.002
Si	14.739	1.313	9.5	0.007	0.008	0.006
Si	12.025	9.484	9.496	0.019	0.005	0.001
Si	14.755	6.77	9.488	0.012	-0.018	-0.004
Si	12.028	14.912	9.494	0.008	0	0.001
Si	14.756	12.206	9.489	0.002	-0.01	-0.006

Results
total energy: -115457.905 eV
total energy less fixed offsets of O -438.35, Si -107.03 eV per atom: 8.435 eV
